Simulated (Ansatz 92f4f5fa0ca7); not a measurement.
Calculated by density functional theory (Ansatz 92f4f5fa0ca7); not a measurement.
Periodic cell of 227 atoms, Si136O81N10, from a study of silicon, its oxide and their interface. The atomic structure is a simulated model.
This geometry differs little from another in the collection (a relaxation step or a small displacement).

Settings
functional: r2SCAN
potential files: Ansatz PAW
basis: plane waves
wave-function cutoff: 800 eV
density cutoff ratio: 5
exchange-correlation grid ratio: 1
k mesh: 1 x 1 x 1, shifted by 0.5 0.5 0 of a step
self-consistency stop: 1e-10 eV per atom in the density residual
occupations: fixed
spin: none
net charge: 0

Cell vectors (angstrom)
a	10.88	0	0
b	0	10.88	0
c	0	0	31.5759

Atoms and the computed forces on them: element, x, y, z (angstrom), force x, y, z (eV/angstrom)
Si	0.0211	0.2809	-0.2079	0.025	-0.0202	0.0229
Si	2.5283	2.8677	0.2295	-0.0006	0.0026	-0.0035
Si	0.2991	5.0461	-0.0528	-0.0036	0.0036	0.0011
Si	3.0967	7.9334	0.2275	-0.0021	0.0035	0.0046
Si	5.7132	-0.5201	-0.2576	-0.0017	0.0036	0.0051
Si	8.4491	2.3161	-0.3436	-0.019	0.021	0.0184
Si	5.3267	5.7575	0.2239	-0.0016	0.0011	0.0024
Si	7.8758	8.2351	-0.2662	-0.0006	0.0022	0.0016
Si	1.3131	1.3422	1.4461	0.0003	-0.0017	0.0013
Si	4.1856	4.0094	1.3314	-0.0017	-0.0009	0.0002
Si	1.3322	6.7288	1.2218	-0.0003	-0.0017	-0.0017
Si	4.1302	9.6426	1.3543	-0.0016	-0.0001	-0.0014
Si	6.9017	1.13	1.0304	0.0007	-0.0024	-0.0011
Si	9.4877	3.9426	1.1265	-0.0012	0.0001	-0.0011
Si	7.0032	6.8102	1.3888	0.0011	-0.0018	-0.0003
Si	9.5359	9.5262	0.9735	-0.0002	0	-0.0003
Si	-0.0858	2.7056	2.6814	-0.0016	-0.0018	0.0004
Si	2.7263	0.0077	2.7081	-0.0005	-0.0003	-0.0001
Si	-0.0708	8.1225	2.4627	-0.0005	-0.0004	-0.0009
Si	2.7585	5.4211	2.6429	0.0008	0.003	-0.0005
Si	5.535	2.5236	2.4989	-0.0022	0.0001	-0.0002
Si	8.2748	-0.0414	2.5261	0.0005	0.0015	-0.0021
Si	5.5131	8.193	2.6586	-0.0014	0	0.0001
Si	8.2596	5.319	2.6044	-0.0007	0	-0.0012
Si	1.3575	4.0633	3.9706	0.0013	0.001	-0.0009
Si	4.1272	1.3413	3.9944	-0.0018	-0.0001	-0.0004
Si	1.323	9.4424	3.9092	-0.0005	-0.0004	0.0004
Si	4.1094	6.8026	3.9734	0.0017	0.0006	-0.0012
Si	6.8233	3.968	3.8952	-0.001	-0.0002	-0.0002
Si	9.4953	1.3195	3.9996	0.0003	0.0004	0.0009
Si	6.8795	9.5365	3.9551	0	-0.0001	-0.0015
Si	9.5574	6.7491	3.9318	-0.0001	-0.0011	-0.0004
Si	0.0002	-0.0522	5.2958	-0.0011	0.0002	-0.0008
Si	2.7225	2.698	5.3167	-0.0002	0	0
Si	0.0143	5.4215	5.3317	-0.0013	0.0012	-0.0002
Si	2.7043	8.1294	5.3147	-0.0006	-0.0003	-0.001
Si	5.4732	-0.0342	5.3326	-0.0004	0.0004	0.0003
Si	8.1376	2.674	5.3457	-0.0008	-0.0003	-0.0005
Si	5.4607	5.3786	5.2592	-0.0009	0.0004	-0.0013
Si	8.1745	8.1083	5.2876	-0.0001	0.0006	0.0001
Si	1.3522	1.3176	6.6608	-0.0013	-0.0009	0.0002
Si	4.076	4.0756	6.646	-0.0009	0.0003	0
Si	1.348	6.7779	6.6848	-0.0011	-0.0006	0
Si	4.0643	9.5023	6.6733	-0.0014	-0.0005	0.0004
Si	6.7783	1.335	6.7047	-0.0009	-0.0001	-0.0003
Si	9.5045	4.0616	6.6781	-0.0013	-0.0003	0
Si	6.7893	6.7588	6.6416	-0.0012	-0.0004	-0.0003
Si	9.5061	9.4831	6.6442	-0.0007	-0.0003	-0.0007
Si	-0.0161	2.6844	8.0259	-0.0012	0	-0.0001
Si	2.6928	-0.0258	8.0446	-0.0003	0.0008	0.0005
Si	-0.0342	8.1467	8.0066	-0.0003	0.0004	-0.0002
Si	2.7095	5.4143	8.0142	-0.0011	0	-0.0004
Si	5.3954	2.7003	8.0124	-0.0005	0	0.0001
Si	8.1422	-0.0502	8.0167	-0.0011	-0.0008	-0.0006
Si	5.4097	8.1113	8.0183	-0.0008	-0.0004	-0.0004
Si	8.134	5.4263	8.0315	-0.0002	0.0007	-0.0005
Si	1.3635	4.0504	9.3756	-0.0014	0.0001	-0.0002
Si	4.0221	1.383	9.3872	-0.0001	-0.0004	0.0003
Si	1.3027	9.4827	9.3808	-0.0005	-0.0008	-0.0006
Si	4.0105	6.7903	9.3922	-0.0007	-0.0001	-0.0005
Si	6.74	4.0618	9.3572	-0.0003	0.0002	-0.0003
Si	9.492	1.3064	9.3748	-0.0003	-0.0001	-0.0004
Si	6.7648	9.4906	9.3771	0.0003	0.0004	-0.0001
Si	9.4779	6.8267	9.3753	-0.0004	-0.0006	0.0001
Si	-0.0364	-0.0481	10.7585	-0.0001	0.0006	0.0007
Si	2.6791	2.7103	10.8184	0.0004	0.0002	-0.0007
Si	0.0279	5.4888	10.6601	0.0001	0.0002	-0.0005
Si	2.6258	8.137	10.7767	-0.0006	-0.0004	-0.0007
Si	5.3732	-0.0022	10.6902	-0.0003	-0.0001	0
Si	8.1014	2.6846	10.6822	0.0004	-0.0003	0.0011
Si	5.3254	5.3773	10.7099	-0.0015	-0.0002	0.0003
Si	8.1158	8.1633	10.7783	-0.0004	0	-0.001
Si	1.3206	1.2946	12.1323	-0.0017	-0.0009	-0.0007
Si	3.9948	4.1086	12.2177	-0.0004	0.0001	-0.0004
Si	1.3172	6.7432	12.2035	-0.0004	0	-0.0008
Si	3.9386	9.6037	12.05	0.0027	-0.0002	-0.0018
Si	6.6729	1.3806	12.0582	0.0002	0.0005	-0.0006
Si	9.5537	4.0811	11.8791	0.0001	-0.0003	-0.0015
Si	6.6564	6.7523	11.9988	0.0001	-0.0009	-0.0008
Si	9.4884	9.5272	12.1796	0.0002	-0.0017	-0.001
Si	-0.0373	2.7737	13.3097	-0.0003	-0.0018	0.001
Si	2.6676	0.0005	13.617	-0.0013	0.0014	0.0008
Si	-0.0232	8.1081	13.5846	-0.0027	0.0011	-0.0009
Si	2.6237	5.4019	13.7109	-0.0008	-0.0007	0.0019
Si	5.3209	2.6778	13.5324	-0.0003	0.0003	0.0014
Si	8.0323	0.0877	13.4293	0.0011	0.0014	0.0013
Si	5.1788	8.1147	13.2831	0.0005	-0.0003	0.0002
Si	8.0998	5.3098	13.1689	-0.0012	0.001	-0.0015
Si	1.4099	3.7238	14.9305	-0.0003	0.0007	-0.0046
Si	3.8119	1.577	15.0259	0	-0.0033	-0.0026
Si	1.5178	9.2842	14.9348	-0.0061	0.0025	0.0039
Si	3.7726	7.1271	14.8856	-0.0005	-0.0036	-0.0015
Si	7.0152	3.8577	14.6041	-0.0003	-0.0005	-0.0031
Si	9.2166	1.7443	14.5848	-0.0039	0.0005	-0.0002
Si	6.8288	9.2063	14.4356	-0.0008	-0.0027	-0.0004
Si	8.9969	6.9505	14.5181	0.0076	-0.0026	-0.0008
Si	0.7298	6.8387	19.3261	-0.0004	0.0006	-0.0021
Si	-0.5285	10.7807	16.6787	0.0031	0.0022	-0.0043
Si	5.4949	5.5108	16.8781	0.0021	0.0003	-0.0045
Si	0.52	14.848	20.3073	0.0006	-0.0004	-0.0024
Si	-3.6641	7.1482	22.1572	-0.0008	-0.0007	-0.0045
Si	-2.7314	6.4789	17.6076	0.0032	-0.0018	-0.0053
Si	5.6135	0.8807	17.6951	-0.0024	0.0007	-0.0075
Si	4.5588	3.4939	18.5471	0.0005	-0.0002	-0.0016
Si	7.6786	9.4921	17.1551	0.0004	-0.001	-0.0022
Si	0.5952	1.259	21.8955	-0.0005	0.0005	-0.0036
Si	-1.2682	0.5106	19.6549	0.001	-0.0029	-0.0052
Si	-2.3916	14.1024	20.7869	0.0005	-0.001	-0.0022
Si	2.9766	2.2134	20.518	-0.0029	0.0039	0.0005
Si	4.2119	6.1337	22.0851	0.0022	0.0008	-0.0001
Si	4.3757	10.6495	20.3836	0.0015	0.0009	-0.0043
Si	2.117	9.645	23.1329	0.0004	-0.0018	-0.0014
Si	-2.0342	-2.4576	19.7118	0.0015	0.0023	-0.0045
Si	2.5802	7.1038	24.5925	0.0022	-0.003	0.0038
Si	4.7903	11.2063	23.2519	0.0002	0.0019	-0.0031
Si	2.8294	8.1528	20.5828	-0.0006	-0.0008	-0.0021
Si	-1.7804	3.2617	25.5369	0.0028	0.0024	0.002
Si	-4.6145	5.4227	19.8959	-0.001	-0.0004	-0.0055
Si	-0.0721	4.811	17.5936	0.0002	-0.0004	-0.0039
Si	0.6594	12.4015	25.7919	0.0021	0.0023	0.0032
Si	3.2817	2.3632	25.0678	0.0036	0.0017	0.0047
Si	11.8733	3.1998	28.0508	0.0018	-0.0015	0.0033
Si	-1.8795	13.3851	28.3088	0.002	0.0012	0.0022
Si	1.1076	8.1694	28.4187	-0.002	-0.001	0.0032
Si	8.7181	1.5755	23.2434	0.0022	0.0017	-0.0021
Si	7.5542	4.3248	23.2872	0.0035	0.0016	-0.0008
Si	-0.6519	7.1532	29.5969	-0.001	-0.0001	0.0009
Si	-1.9425	0.4615	25.9441	0.0014	0.0003	0.0019
Si	-3.4708	9.9093	23.909	-0.0004	-0.0001	-0.0005
Si	4.6478	3.3168	22.7188	-0.0013	0	-0.0004
Si	1.1932	4.422	25.3811	0.0017	-0.0024	0.0018
Si	12.4434	0.2733	28.4761	0.0008	-0.0007	-0.0003
Si	3.8433	14.4558	27.9051	0.0003	0.0003	0.0083
Si	4.1616	1.3788	29.5454	0.0007	-0.0011	0.0007
Si	14.6229	6.7499	27.4788	0.002	0.0011	0.0072
Si	5.1765	7.7636	29.7799	-0.0001	0.0005	0.0041
O	0.8593	0.2081	29.9499	0.004	-0.0002	-0.0059
O	-1.1991	1.2844	-0.587	-0.0038	-0.0063	-0.0198
O	10.448	3.1345	28.8302	0.0013	-0.002	-0.0008
O	3.3052	1.8353	30.8211	0.0001	-0.0013	0.0015
O	-6.8152	6.6912	0.6491	-0.0034	-0.0081	-0.0006
O	-0.3218	5.6664	30.1296	0.0002	-0.0004	-0.0044
O	-1.9949	11.8884	27.5256	0.0004	-0.0015	-0.0001
O	0.6173	8.1607	30.0192	0.0025	0.0028	-0.0001
O	15.8356	7.6289	28.1565	-0.0024	-0.0018	-0.0015
N	6.3493	-2.0375	30.6028	0.0005	-0.0026	-0.003
O	8.0586	2.6221	29.6356	-0.0069	0.0017	-0.0111
O	14.043	11.3957	28.6046	0.0022	0.0009	-0.0019
O	8.7529	7.5832	-1.5078	0.0001	-0.0001	0.0001
O	5.5305	6.2115	30.2168	0.002	0.0018	-0.0012
O	5.317	11.2454	30.0032	0	-0.0003	-0.0024
O	-1.6209	5.2936	17.9702	0.0007	-0.0007	0.001
O	-2.7154	-0.8766	25.3886	0.0001	-0.002	-0.0015
O	2.5682	2.6235	15.4526	-0.0012	0.0022	0.001
O	7.0492	0.089	17.5889	0.0003	0.0002	-0.0002
O	0.8222	9.9822	16.2646	-0.0008	-0.0006	0.0021
N	-2.7771	8.1535	18.2041	0.0003	0.0001	0.0023
O	-0.5921	11.2954	18.1974	-0.0014	0.0003	0.0007
O	2.6678	8.2183	15.4407	0.0011	0.0022	-0.0048
O	6.46	4.7879	15.8118	-0.003	0.0026	0.0014
O	4.7036	6.7303	16.1775	-0.0014	0.0015	0.0028
O	8.1261	2.8054	15.2251	0.0012	0.002	0.0019
O	10.19	1.2207	15.7831	0.0008	-0.003	0.001
O	-1.7996	9.8215	16.3964	-0.0013	-0.0015	-0.0003
N	6.5761	5.9168	18.1986	-0.001	-0.0013	0.003
O	-0.0192	0.4658	20.6484	0.0045	0.0004	0.0033
O	0.9329	-5.3194	20.3577	0.0005	-0.0006	0.0006
O	4.9257	10.991	18.9268	-0.0017	-0.0017	0.0031
O	4.3291	4.4416	17.2659	-0.0005	-0.0003	0.0006
N	5.828	6.398	21.3871	0.0012	0.0019	0.0029
O	0.3861	4.2567	16.1356	-0.0007	-0.0008	0.0034
O	1.8941	7.9555	19.2983	0.0015	0.0017	-0.0007
O	-2.0982	-0.8547	19.9225	0.0003	-0.0016	0.0009
O	0.7338	6.2021	17.8362	0.0019	0.0014	0.0001
O	-2.3433	6.6717	16.0542	-0.0078	0.0013	0.002
O	-4.9302	14.9606	23.3571	0.0023	-0.0004	0.0011
O	3.1912	2.7667	19.0039	0.0003	0.0006	-0.0012
O	5.7484	2.4294	18.2012	0.0018	-0.0001	0.0009
O	1.9601	8.7953	21.7701	0.0008	-0.0002	-0.0002
O	6.5857	9.0364	16.0521	-0.0009	0.0019	-0.0003
O	5.2811	11.0362	21.6874	0.0007	0.0011	0.0019
O	4.9353	15.4151	19.7271	0.0011	-0.0001	0.0013
O	-7.597	6.654	20.8936	0.0015	-0.0004	-0.001
O	-0.5945	7.689	19.6964	0.002	-0.0009	0.0009
O	-3.4004	4.3747	20.2372	0.0022	-0.0006	0.0012
O	-7.2728	10.1467	23.4612	0.0021	-0.0002	0.0002
O	0.3586	3.6828	18.6952	-0.0001	-0.0005	0.0024
O	4.6614	0.9581	16.3428	0.0009	0.0002	0.0023
O	1.8091	8.535	24.3114	0.0004	0.003	-0.0007
O	4.3851	13.4585	21.2822	0.0029	-0.0005	-0.0006
N	8.4717	1.7769	24.939	0.0013	-0.0009	-0.0015
O	-2.8156	7.6887	20.9072	-0.001	-0.0018	0.0015
O	-2.2056	1.8327	19.9232	-0.0008	0.0018	0.0017
O	-2.8457	8.178	14.0993	-0.0023	0.0022	-0.0011
O	4.1276	9.065	20.3476	0.002	-0.0006	0
O	2.5023	3.7396	24.7048	0.0005	0.0009	-0.0007
O	3.7251	6.953	23.4187	0.0016	0.0003	-0.0014
O	4.84	13.5814	28.8542	-0.0004	0.001	-0.004
O	14.6171	4.6283	22.4552	0.0009	-0.0018	-0.0004
O	7.1901	8.4067	23.2529	0.001	0.0015	0.0013
N	4.3239	12.8365	23.7655	0.0046	-0.0014	0.0007
O	-8.4373	3.3909	28.7541	0.002	-0.0009	0.0026
O	-4.8881	-0.2353	24.1675	0.001	-0.0004	0.0018
O	-0.6073	1.7667	22.8252	0	0	0.0002
O	-0.9479	3.9153	20.9429	0.0007	0.0001	0.0004
N	1.443	2.68	21.1408	0.0016	-0.0014	0.0016
O	2.1141	1.2384	25.1266	0.0003	-0.0027	0.0001
N	7.9896	2.8934	22.3944	0.0022	-0.0018	-0.0001
O	3.9273	13.6089	26.5078	-0.0007	-0.003	-0.005
O	2.9672	11.4635	20.5399	-0.0001	-0.001	0.0006
O	4.0962	5.1576	27.6695	0.0012	-0.0016	-0.0002
O	3.6684	-2.6513	30.2688	0.0012	-0.0002	-0.0017
O	19.2378	4.4009	24.6905	0.0001	0.0006	0.0004
O	7.929	5.8284	22.7815	0.0006	-0.0011	0.0013
O	1.1682	4.4825	27.0132	0.0017	0.0005	-0.0052
O	-0.3108	7.3974	28.0005	-0.0029	-0.0002	-0.0001
O	3.5215	7.0971	25.9188	-0.0007	0.0018	-0.0074
N	11.8825	1.5689	27.4651	-0.0008	0.0015	-0.0045
O	12.1803	11.022	22.8466	0.0006	-0.0009	-0.0006
O	1.339	9.6598	27.8377	0.0012	0.0008	-0.0018
O	-0.3528	0.2759	25.5681	-0.0011	-0.0018	-0.0014
N	-0.0421	14.0059	25.2967	0.0021	-0.0019	-0.0022
O	-2.6303	10.9155	22.9079	0.0001	-0.0012	-0.0017
O	1.3817	5.9525	24.7879	0.0024	0.0015	-0.0012
O	2.3289	7.1595	28.1622	0.0017	-0.0007	-0.0011
O	12.3302	3.9333	31.1397	-0.0015	0.0005	0.0029
O	8.6285	3.5019	27.0782	0.0009	0.0007	-0.0035

Results
free energy: -137044.069 eV
free energy less fixed offsets of N -386.36, O -570.45, Si -639.56 eV per atom: 6.141 eV

The program warned: the cutoff lies below the one the program advises for these potential files; the forces do not sum to zero within the program's tolerance; empty levels may hold ghost states of the PAW files; the exchange-correlation potential is rough where the density is thin.
